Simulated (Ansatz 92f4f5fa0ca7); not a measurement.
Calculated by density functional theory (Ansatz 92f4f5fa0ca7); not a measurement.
Periodic cell of 222 atoms, Si131O89P2, from a study of silicon, its oxide and their interface. The atomic structure is a simulated model.
Doubt: the cutoff is far below the 930 eV that the study's wrapper takes by default for these files, so forces and energies are approximate.
This geometry differs little from another in the collection (a relaxation step or a small displacement).

Settings: functional PBE; potential files Ansatz PAW; basis plane waves; wave-function cutoff 580 eV; density cutoff ratio 5; exchange-correlation grid ratio 1; k mesh 1 x 1 x 1, Gamma-centred; self-consistency stop 5e-08 eV per atom in the density residual; occupations fixed; spin none; net charge 0.

Cell vectors (angstrom)
a  10.938  0  0
b  0  10.938  0
c  0  0  32.1988

Atoms: element, x, y, z (angstrom)
Si  10.4646  0.2886  24.8137
Si  5.6953  10.6526  24.7292
Si  2.5171  2.9501  24.6518
Si  8.3516  2.5891  24.9261
Si  0.3257  5.236  24.7583
P  5.0839  5.7928  24.7986
P  2.911  8.0824  24.36
Si  7.9122  8.3983  24.7328
Si  1.3239  1.3625  25.974
Si  6.8027  1.2984  26.1402
Si  4.1262  4.1047  26.0281
Si  9.6559  4.1237  26.1316
Si  1.4945  6.9371  25.9298
Si  6.7721  6.7546  26.0369
Si  4.036  9.4464  25.9336
Si  9.4486  9.5648  26.1363
Si  2.7203  -0.0354  27.3044
Si  8.1546  -0.021  27.5481
Si  0.0299  2.6999  27.4649
Si  5.4388  2.7125  27.4215
Si  2.7503  5.5031  27.3877
Si  8.2211  5.4764  27.4119
Si  0.019  8.1939  27.3453
Si  5.4218  8.1641  27.4018
Si  4.058  1.3355  28.7457
Si  9.5779  1.3574  28.8334
Si  1.3834  4.1158  28.7751
Si  6.8392  4.0919  28.7669
Si  4.0928  6.8231  28.8041
Si  9.588  6.8476  28.7599
Si  1.3653  9.5707  28.7346
Si  6.7729  9.5311  28.8217
Si  0.0162  -0.0174  30.1526
Si  5.4389  0.0053  30.1523
Si  2.7365  2.7334  30.1378
Si  8.2009  2.7381  30.1564
Si  0.0025  5.4707  30.1411
Si  5.4765  5.4603  30.1485
Si  2.7221  8.2116  30.1396
Si  8.2073  8.1945  30.1462
Si  1.3673  1.3673  31.515
Si  6.8362  1.3673  31.515
Si  4.1018  4.1018  31.515
Si  9.5708  4.1018  31.515
Si  1.3673  6.8362  31.515
Si  6.8362  6.8362  31.515
Si  4.1018  9.5708  31.515
Si  9.5708  9.5708  31.515
Si  2.7345  0  0.6835
Si  8.2035  0  0.6835
Si  0  2.7345  0.6835
Si  5.469  2.7345  0.6835
Si  2.7345  5.469  0.6835
Si  8.2035  5.469  0.6835
Si  0  8.2035  0.6835
Si  5.469  8.2035  0.6835
Si  4.1182  1.3646  2.0559
Si  9.5614  1.3626  2.0527
Si  1.3646  4.1252  2.0368
Si  6.8464  4.0888  2.0592
Si  4.1026  6.8311  2.0533
Si  9.5753  6.8402  2.0522
Si  1.3766  9.556  2.0514
Si  6.8252  9.596  2.0496
Si  -0.01  -0.0252  3.3889
Si  5.4859  0.0186  3.4701
Si  2.7713  2.7906  3.3652
Si  8.1884  2.704  3.4506
Si  0.0162  5.4855  3.4332
Si  5.4797  5.4703  3.4074
Si  2.7648  8.2139  3.445
Si  8.2033  8.2331  3.3801
Si  1.3848  1.4033  4.6327
Si  6.839  1.3595  4.9062
Si  4.1502  4.0955  4.8024
Si  9.5688  4.095  4.7627
Si  1.4068  6.8425  4.8171
Si  6.8178  6.8987  4.7278
Si  4.1282  9.5872  4.8451
Si  9.5506  9.562  4.789
Si  2.7392  0.1244  6.0577
Si  8.1997  -0.049  6.264
Si  0.0201  2.6861  6.0447
Si  5.4692  2.7382  6.2902
Si  2.8091  5.49  6.1764
Si  8.1653  5.495  6.0387
Si  0.0059  8.1996  6.1532
Si  5.5202  8.2329  6.2324
Si  3.8275  1.5888  7.5996
Si  9.8298  1.1537  7.4527
Si  1.6215  3.8166  7.3103
Si  6.6411  4.4331  7.4747
Si  4.3947  6.6471  7.5475
Si  9.3551  6.9652  7.4021
Si  1.1332  9.934  7.2906
Si  7.1503  9.2439  7.6673
O  8.3056  8.1076  7.9185
O  2.7081  2.7521  7.9505
O  9.4278  1.4832  24.3481
O  0.0187  0.0376  7.9568
O  5.5144  5.5225  8.0334
O  6.8169  9.5345  24.2153
O  1.4187  4.1103  24.1971
O  3.8477  7.4002  8.9366
O  0.8142  4.398  8.6058
O  9.8021  6.185  8.793
O  2.112  9.4046  8.4956
O  7.5041  3.9464  8.795
O  4.2572  0.9472  9.0709
O  6.7155  9.5791  9.2204
O  9.1985  1.8706  8.7986
O  7.6344  3.3314  23.6495
O  10.4966  5.8338  23.4347
O  5.1193  0.4548  23.3788
O  5.7139  5.1927  23.3858
O  3.128  2.2407  23.2824
O  2.0728  9.2717  23.4963
O  8.627  7.7569  23.3903
O  -0.2258  10.4949  23.3746
Si  4.4114  1.609  22.4729
Si  3.4706  7.9631  14.0304
Si  7.0875  1.0053  14.6605
Si  0.7652  9.5375  22.5382
Si  1.1639  4.3402  11.8821
Si  6.2462  9.0096  15.3105
Si  0.657  1.4004  12.3068
Si  8.5885  5.0233  20.5351
Si  0.3152  5.7341  9.36
Si  5.0717  3.1825  17.9358
Si  0.8477  3.7961  16.7562
Si  10.3489  2.9089  19.2274
Si  5.2669  1.2115  10.3487
Si  0.8465  0.2574  19.8269
Si  6.6294  9.4895  10.8591
Si  9.3061  9.7418  18.3085
Si  9.3749  9.2795  12.5588
Si  6.5183  3.9551  22.6557
Si  2.431  8.0922  9.3809
Si  10.5626  7.4203  17.0879
Si  2.483  6.3399  16.586
Si  10.1581  4.5355  14.1861
Si  6.1095  9.2449  18.5062
Si  7.9605  2.5947  9.5747
Si  8.8601  2.1866  12.4512
Si  5.3104  6.3053  18.0692
Si  3.8996  0.6225  19.4629
Si  4.259  3.8718  12.0438
Si  5.5268  6.6335  12.1392
Si  7.9771  2.5582  17.2159
Si  4.3311  2.5243  14.9663
Si  1.5063  1.2593  15.2731
Si  1.5541  9.4446  12.0413
Si  8.0325  6.8922  13.8645
Si  10.353  9.8766  15.4797
Si  9.8339  7.0328  22.5591
Si  8.0744  5.5394  17.4301
O  6.0313  7.9899  11.2921
O  5.9959  9.2539  16.8883
O  7.6521  1.4157  13.1928
O  0.8662  1.7856  13.877
O  9.4025  6.3022  16.9137
O  6.7437  6.2342  13.1395
O  5.1043  4.7178  18.607
O  9.1922  2.2043  18.2674
O  2.3395  0.1697  19.0849
O  9.3658  10.2768  16.7427
O  2.7712  4.4696  11.7026
O  5.0352  10.3845  19.0884
O  9.4029  3.2893  13.4898
O  0.4216  1.8429  19.9504
O  3.1201  1.4134  15.0827
O  8.0966  5.4281  19.0482
O  3.8624  6.6551  17.3987
O  4.5572  3.3409  16.3764
O  9.0498  5.716  14.3201
O  5.4685  2.8148  22.1666
O  10.6471  4.1944  15.6853
O  0.2856  3.9359  18.2842
O  10.395  10.5988  19.1784
O  9.629  10.0607  14.0153
O  10.9702  8.1316  22.1503
O  1.1533  2.21  16.5449
O  9.6537  3.7861  20.4202
O  8.1016  4.0916  16.6946
O  -0.0575  9.1333  11.8948
O  6.5514  2.4696  18.0074
O  5.5666  10.7451  11.1942
O  7.7199  9.6546  18.8352
O  10.0075  1.0614  12.0688
O  1.2962  6.9858  9.0733
O  0.6099  4.8028  13.352
O  5.6755  7.6857  18.9825
O  5.2206  5.1185  11.5191
O  2.6937  7.0216  15.12
O  0.8981  2.7736  11.4744
O  0.8312  10.7284  15.5599
O  2.3954  8.6207  10.9128
O  4.6819  2.463  11.2687
O  4.2258  3.5448  13.674
O  2.1698  4.7299  16.5065
O  10.6728  8.2896  15.7
O  6.9107  10.3361  14.6622
O  2.3201  8.9825  13.4256
O  7.9962  1.5819  15.9024
O  4.1111  7.026  12.8596
O  4.1421  2.0753  18.7157
O  7.2652  4.5646  21.3583
O  8.4015  2.9612  11.0967
O  1.1536  6.9191  17.3653
O  5.6153  1.6047  14.7573
O  8.1156  9.7911  11.5793
O  9.2503  6.3476  21.2088
O  8.9388  7.7503  12.8462
O  1.6319  0.1527  11.8908
O  6.617  6.2113  17.0671
O  7.3779  7.8477  15.0329
O  1.1446  10.3784  21.2068
O  10.008  8.2678  18.3583
O  3.9619  0.917  21.0742
O  0.3153  5.3571  10.9291
O  6.686  1.5984  9.6436
O  4.7577  8.7459  14.677

Results
free energy: -135405.333 eV
free energy less fixed offsets of O -568.88, P -755.39, Si -635.61 eV per atom: 0.677 eV

Forces (eV/angstrom), in the order of the atoms: element, x, y, z
Si  0.0172  -0.0249  0.015
Si  -0.0011  -0.0045  0.0099
Si  0.007  0.0099  -0.0152
Si  -0.0125  -0.0061  -0.0091
Si  0.004  0.0041  -0.0031
P  0.0089  -0.0416  -0.0864
P  0.1104  0.0353  -0.0267
Si  -0.0007  0.0114  -0.0004
Si  0.0117  0.0045  0.0091
Si  0.0061  -0.0098  0.0028
Si  -0.0132  -0.0027  0.0054
Si  -0.0076  -0.0062  -0.0108
Si  -0.0268  -0.0107  0.0098
Si  0.0092  0.0168  -0.0043
Si  0.0119  -0.0053  -0.003
Si  -0.0084  -0.0015  0.0147
Si  -0.0058  -0.0041  -0.0051
Si  0.0038  0.0137  0.0074
Si  -0.0082  -0.0025  0.0208
Si  0.0007  -0.0021  -0.0046
Si  0.0003  0.011  -0.011
Si  0.0029  0.0022  0.0033
Si  -0.0144  -0.0023  0.0111
Si  -0.0178  -0.0017  -0.0064
Si  0.005  0.0087  0.0048
Si  -0.0043  -0.0058  -0.0164
Si  -0.0023  -0.0022  -0.0111
Si  -0.0013  -0.0014  0.0053
Si  -0.0001  0.0044  -0.0048
Si  0.0007  0.0045  0.0053
Si  -0.0052  -0.001  0.002
Si  0.0153  -0.0012  -0.0122
Si  -0.0022  0.0018  0.0028
Si  -0.0061  0.0074  0.0013
Si  -0.004  -0.0054  0.0018
Si  0.0034  0.0019  0.0017
Si  -0.0051  0.0068  0.0008
Si  0.0015  -0.0023  -0.0001
Si  0.0054  0.0003  -0.0016
Si  -0.0025  -0.0049  0.0028
Si  0.0288  0.0225  -0.0167
Si  -0.0552  0.0066  -0.0682
Si  0.0676  -0.1009  -0.0207
Si  0.0117  0.0744  -0.0276
Si  -0.0127  0.0605  -0.0742
Si  0.0832  -0.0836  0.0229
Si  -0.1828  -0.0343  0.0324
Si  0.0022  -0.0246  0.003
Si  0.0608  -0.0115  0.115
Si  -0.055  0.0655  -0.0867
Si  -0.0613  -0.0043  0.074
Si  0.0769  -0.0327  0.0243
Si  -0.0372  0.1754  -0.1386
Si  0.0651  -0.0671  0.1077
Si  0.0548  -0.1128  -0.0157
Si  -0.0326  0.0506  0.056
Si  0.0019  -0.0029  -0.0013
Si  0.0006  0.0022  0.0016
Si  -0.0048  0.0003  -0.0008
Si  0.0026  -0.0025  -0.001
Si  0.0012  0.0023  0.0017
Si  0.0013  -0.0013  -0.0016
Si  0.0025  -0.0014  -0.0028
Si  -0.0034  0.001  0.0006
Si  0.0036  0.0073  0.0036
Si  -0.0036  0.0006  -0.0057
Si  -0.003  -0.0067  0.0051
Si  0.0019  0.0054  -0.0031
Si  -0.0029  -0.0003  -0.0007
Si  0.0013  0.0027  -0.0003
Si  -0.0033  -0.0012  -0.0039
Si  0.001  -0.0025  0.0042
Si  -0.0003  0.0001  -0.0033
Si  -0.0009  0.0009  0.0042
Si  0.0007  0.0007  0.0003
Si  -0.0001  -0.0005  -0.0008
Si  -0.0008  0.0028  0.001
Si  0.0015  0  -0.0005
Si  0.0003  0.0028  0.0028
Si  -0.0031  -0.0033  0.0006
Si  -0.0006  0.002  -0.0024
Si  0.0012  -0.0004  -0.0026
Si  -0.0003  -0.002  -0.0019
Si  -0.0009  -0.0011  -0.0013
Si  0.0007  0.0009  -0.0011
Si  -0.0007  0.0007  -0.0015
Si  0.0001  -0.0007  -0.0018
Si  0.0013  -0.0005  -0.0007
Si  0.0018  -0.0018  0.0007
Si  0  -0.0002  0.001
Si  -0.0026  0.0013  0.0023
Si  0.002  0.0006  0.0015
Si  -0.0007  0.0007  0.0045
Si  0.0004  0.0032  -0.0008
Si  -0.0012  -0.0009  0.0003
Si  0.0012  -0.0014  0.0049
O  -0.0062  -0.0039  0.0013
O  -0.0002  -0.0025  -0.0007
O  -0.0176  0.0391  0.0052
O  0.0034  0.0042  0.0009
O  0.0008  0.0016  -0.0017
O  0.001  -0.0119  -0.0092
O  -0.0115  -0.0004  0.0043
O  0.0008  -0.0009  -0.0004
O  0.0012  -0.0008  -0.0003
O  -0.0011  0.0003  0.0004
O  -0.0007  0.0016  0.0004
O  -0.0015  0.001  -0.0007
O  -0.0015  0.0008  -0.0007
O  0.0007  -0.0004  -0.0033
O  0.0008  -0.0005  0.0006
O  -0.0014  -0.0025  0.0073
O  0.0047  0.0061  -0.005
O  -0.0015  0.0025  -0.0038
O  -0.0066  0.021  0.0653
O  0.0011  -0.0003  0.0027
O  0.0075  -0.0534  0.0819
O  0.0119  -0.0106  -0.0086
O  -0.0344  0.0004  -0.0302
Si  -0.0021  0.0002  0.0087
Si  -0.0003  -0.0002  -0.0021
Si  -0.0009  0.0002  -0.0019
Si  -0.0018  -0.0303  -0.0586
Si  0.0005  -0.0008  -0.0022
Si  0.0001  0.0007  -0.0024
Si  -0.0002  0.0002  -0.0021
Si  0.0005  0.0003  -0.0002
Si  0.0008  0.0008  -0.0019
Si  0.0001  0.0002  -0.0003
Si  -0.0001  -0.0002  -0.0022
Si  -0.0008  -0.0005  -0.0036
Si  0  0.0004  -0.001
Si  -0.0002  0.0052  -0.0054
Si  0.001  0  -0.001
Si  0.0002  0.0009  -0.0022
Si  0.0002  0.0002  -0.0023
Si  -0.0137  -0.0036  0.0015
Si  -0.0006  -0.0003  -0.0017
Si  -0.0006  0.0014  -0.002
Si  0.0003  -0.0003  -0.0019
Si  0.0001  0  -0.002
Si  -0.0012  0  -0.0014
Si  -0.0004  -0.0008  -0.0013
Si  0.0001  -0.0003  -0.0013
Si  -0.0014  0.0001  -0.0001
Si  -0.0012  0.0022  -0.0007
Si  -0.0004  0.0004  -0.0024
Si  -0.0004  0  -0.0027
Si  0.0005  0.0006  -0.0007
Si  -0.0003  -0.0002  -0.0017
Si  -0.0005  0.0004  -0.0014
Si  -0.001  0.0005  -0.0021
Si  -0.0002  0.0001  -0.0028
Si  0.0002  0.0013  -0.0017
Si  0.0026  0.0073  0.0017
Si  -0.0015  -0.0002  -0.0037
O  0  0.0011  0.0012
O  -0.0005  0.0002  0.0007
O  0.0004  0.0007  0.0005
O  -0.0007  0.0003  0.0001
O  -0.0005  0.0001  0.0015
O  -0.0004  0.0003  0.0017
O  -0.0008  -0.0004  0
O  -0.0001  0.0007  0.0005
O  0.0015  -0.0006  0.0019
O  -0.0006  0.0007  0.0014
O  -0.0005  0.0001  0.0019
O  0.0003  -0.0001  0.0002
O  -0.0005  -0.0001  0.0012
O  0.0001  -0.0004  -0.0004
O  -0.0001  0.0003  0.0014
O  0.0004  0.0013  0.0017
O  -0.0009  0.0003  0.0008
O  -0.0009  -0.0002  0.0004
O  -0.0003  0.0006  0.0018
O  0.0161  0.0206  0.0089
O  -0.0009  0.0006  0.0003
O  0.0001  0.0024  -0.0001
O  -0.003  0.0005  0.0003
O  -0.0008  -0.0007  -0.0002
O  -0.0061  0.011  0.0057
O  -0.0005  0.0002  0.0013
O  -0.0015  0.0033  0.0019
O  -0.0007  0.0014  0.0013
O  0.0006  0  0.0018
O  -0.0011  0.0001  0.0011
O  -0.0002  0.0003  0.0013
O  -0.0013  -0.0001  0.0009
O  -0.0005  0.0003  0.0015
O  0  -0.0003  0.0011
O  0.0003  0.0003  0.0009
O  0  0.0009  0.0006
O  -0.0001  -0.0001  0.0017
O  -0.0001  0.0009  0.001
O  -0.0001  0.0005  0.0017
O  -0.0004  0.0006  0.0015
O  0.0001  -0.0001  0.0002
O  0.0004  -0.001  0.0006
O  -0.0002  0.0007  0.0003
O  -0.0004  0.0008  0.0012
O  -0.0004  -0.0004  0.0019
O  -0.0004  0.0003  0.0013
O  -0.0005  0.0005  0.0007
O  -0.0004  0.0003  0.0005
O  0.0002  -0.0001  0.0013
O  -0.0009  -0.0002  0.0006
O  -0.0033  -0.0042  0.0032
O  -0.0005  0.0002  -0.0002
O  -0.0007  0.0002  0.0011
O  -0.0002  0.0002  0.001
O  -0.0015  0.0002  0.0012
O  0.0039  0.0041  0.0115
O  -0.0001  0.0004  0.0014
O  0  -0.0001  0.0018
O  0.0003  0.0002  0.0011
O  0.0001  -0.0002  0.0014
O  0.0038  -0.0011  -0.0056
O  -0.0001  -0.0004  0.0002
O  -0.0024  -0.0024  -0.0024
O  -0.0009  0.0008  0.0001
O  0.0003  0.0002  0.0009
O  -0.0003  0.0003  0.0013

The program warned: the cutoff lies below the one the program advises for these potential files; the forces do not sum to zero within the program's tolerance; the exchange-correlation potential is rough where the density is thin.
